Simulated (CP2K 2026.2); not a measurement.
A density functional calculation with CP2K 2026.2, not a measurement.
Periodic cell of 1062 atoms, Si736O326, from a study of silicon, its oxide and their interface. The atomic structure is a simulated model.
Doubt: the forces sum to 2.73 eV/angstrom along one axis rather than to zero, so they err by at least 0.0026 eV/angstrom per atom on average; the grid cutoff is modest.

Settings
functional: PBE
method: Gaussian and plane waves
basis set: DZVP-MOLOPT-SR-GTH
pseudopotentials: GTH-PBE
grid cutoff: 350 Ry, relative cutoff 50 Ry
k points: Gamma only
occupations: fixed
spin: none
net charge: 0

Cell vectors (angstrom)
a 30.7742 0 0
b 0 15.3871 0
c -5.5999 0.8596 39.642

Atoms: element, x, y, z (angstrom)
Si 24.5475 0.8907 33.8637
Si 24.7309 4.115 31.5665
Si 25.3795 8.4853 33.6826
Si 25.9497 13.7785 28.5497
Si -2.4213 0.7786 31.4596
Si 25.6718 4.6162 33.684
Si -1.306 8.887 30.9475
Si 25.8413 12.2474 33.7003
Si 1.9953 15.9199 31.2669
Si 0.8893 4.579 30.4514
Si 0.8151 7.4241 29.2239
Si 2.7684 12.4962 33.5577
Si 4.351 4.4944 31.9366
Si 6.4532 1.1199 33.5708
Si 3.1695 8.7537 30.485
Si -1.0774 11.8675 31.1036
Si 21.6354 12.8288 31.2473
Si -2.6626 4.6359 33.5727
Si 22.9357 8.1224 31.6372
Si -1.0941 12.3119 28.1293
Si -1.2998 0.7485 33.5614
Si -2.0846 3.8538 30.63
Si -2.2909 8.3875 33.6595
Si -2.5453 12.3163 33.7257
Si 2.034 2.7875 34.638
Si 2.3072 4.6565 33.1881
Si 2.9721 8.7044 33.4847
Si 1.788 2.1772 28.8623
Si 5.922 14.5159 34.7619
Si 6.1212 3.0516 34.8268
Si 5.4636 8.7878 33.4776
Si 5.914 10.7004 34.7652
Si 25.181 2.7888 35.0627
Si 25.1856 6.5393 34.9563
Si 25.2058 10.429 35.0077
Si 25.1501 14.2415 34.8576
Si -1.8293 2.7409 34.7711
Si -1.9062 6.474 34.8992
Si -3.6527 10.4099 36.3667
Si -1.7822 14.2482 34.8756
Si 1.1717 0.8347 33.4507
Si 4.0759 6.6666 36.0716
Si 2.2553 10.5462 34.7933
Si 2.0492 14.4003 34.775
Si 6.215 4.9254 33.32
Si 6.0254 6.8149 34.7036
Si 5.2274 12.6323 33.5161
Si 4.7143 2.2611 31.2847
Si 23.2395 2.9228 36.34
Si 23.223 6.6385 36.2327
Si 23.2166 10.5534 36.2246
Si 23.2344 14.2526 36.2327
Si -3.6318 2.6893 36.3118
Si -3.7097 6.5762 36.378
Si -1.8304 10.3912 34.8682
Si -3.699 14.3553 36.2466
Si 0.1554 2.875 36.0927
Si 0.2284 6.6268 35.9782
Si 0.2236 10.4828 36.0619
Si 0.1744 14.2422 36.193
Si 4.0443 2.8552 36.0229
Si 2.2193 6.6629 34.5522
Si 4.0882 10.5948 36.2558
Si 4.0067 14.5372 36.1527
Si 23.2616 0.876 37.554
Si 23.2498 4.7981 37.7006
Si 23.2527 8.5962 37.5596
Si 23.2505 12.4128 37.6596
Si -3.6474 0.8194 37.6764
Si -3.6521 4.6393 37.6557
Si -3.6522 8.51 37.7025
Si -3.6536 12.4136 37.6004
Si 0.1913 0.8913 37.451
Si 0.2295 4.7715 37.4729
Si 0.2259 8.5419 37.4128
Si 0.2187 12.351 37.5414
Si 4.0699 1.0163 37.521
Si 4.0517 4.7569 37.4518
Si 4.0816 8.5938 37.49
Si 4.0589 12.5664 37.5188
Si 25.1677 0.8782 38.9625
Si 25.2015 4.7274 39.0075
Si 25.1626 8.5784 38.9766
Si 25.2028 12.4248 38.9721
Si -1.6662 0.8692 38.9229
Si -1.6697 4.7375 38.9077
Si -1.6484 8.5492 38.9049
Si -1.699 12.4057 38.9186
Si 2.1168 0.9424 38.8452
Si 2.1466 4.7629 38.8479
Si 2.1381 8.5826 38.8283
Si 2.1484 12.4529 38.8893
Si 6.0252 0.9549 38.8466
Si 5.9768 4.7852 38.8596
Si 6.0142 8.6336 38.8476
Si 6.007 12.5202 38.8563
Si 0.0445 1.9771 11.5107
Si 0.0577 5.8294 11.4585
Si 0.0563 9.6886 11.5151
Si 0.0549 13.5128 11.5193
Si 3.9161 1.9548 11.4894
Si 3.9633 5.7982 11.5003
Si 3.9348 9.6623 11.5141
Si 3.9082 13.4827 11.5386
Si 7.7375 1.9383 11.5186
Si 7.7544 5.7938 11.5091
Si 7.7534 9.673 11.5223
Si 7.7503 13.4899 11.5444
Si 11.5741 1.9728 11.5418
Si 11.5759 5.8245 11.5391
Si 11.5719 9.6759 11.5487
Si 11.5847 13.5089 11.5382
Si 28.9105 2.0549 12.8971
Si 28.9141 5.9125 12.8204
Si 28.9343 9.6863 12.9262
Si 28.9388 13.5063 12.9182
Si 1.9898 1.8917 12.8287
Si 1.9966 5.7358 12.7606
Si 1.9955 9.7216 12.8333
Si 1.9632 13.5287 12.8864
Si 5.8143 1.9922 12.8694
Si 5.8713 5.8423 12.9129
Si 5.848 9.5957 12.8987
Si 5.827 13.3951 12.9013
Si 9.6456 1.8745 12.8965
Si 9.6485 5.7517 12.8911
Si 9.6483 9.7439 12.9085
Si 9.6748 13.5395 12.9188
Si -1.8351 15.4768 14.1977
Si -1.8679 4.0552 14.1942
Si -1.8546 7.7547 14.2858
Si -1.805 11.5809 14.3203
Si 1.9401 15.4251 14.2951
Si 1.982 3.8021 14.1289
Si 2.0172 7.7002 13.9945
Si 1.9897 11.637 14.2548
Si 5.7842 15.3906 14.1164
Si 5.855 3.9324 14.2592
Si 5.8848 7.7311 14.3593
Si 5.8432 11.442 14.3118
Si 9.6594 15.3953 14.3783
Si 9.6534 3.7651 14.2323
Si 9.6146 7.7502 14.1306
Si 9.6451 11.684 14.3287
Si 0.0081 15.5237 15.6789
Si 0.7833 5.7952 16.718
Si 0.7453 9.5318 16.7224
Si 0.1276 11.5921 15.7149
Si 3.9243 15.3177 15.5454
Si 3.866 3.8903 15.5231
Si 3.8149 7.6792 15.4892
Si 3.8879 11.5001 15.6534
Si 7.3288 1.8363 16.8916
Si 7.7734 3.8321 15.6642
Si 7.8668 7.7705 15.7252
Si 7.7467 11.5457 15.7602
Si 11.6495 15.4246 15.7229
Si 11.5896 3.8414 15.5784
Si 11.4769 7.6853 15.515
Si 11.5795 11.6112 15.7047
Si -0.5847 2.125 16.8851
Si 0.0812 3.9222 15.5055
Si 0.1956 7.6793 15.4356
Si 0.8947 13.9419 19.9625
Si 4.2088 1.911 16.7317
Si 3.2259 5.8034 16.7717
Si 3.1427 9.5158 16.7605
Si 4.4059 13.4361 16.9129
Si 7.6051 15.3254 15.5669
Si 8.4644 5.7773 16.8393
Si 8.6054 9.6725 17.0247
Si 6.8545 13.4791 16.8671
Si 12.2611 2.0075 16.9139
Si 10.8296 5.7368 16.6992
Si 11.0451 9.5957 16.7963
Si 12.2154 13.5028 17.0394
Si 26.7355 2.1842 18.8734
Si 27.3754 6.2619 18.8501
Si 27.7204 9.3796 19.0258
Si 26.4879 14.4804 19.6523
Si 0.42 3.0413 19.8138
Si -0.2541 5.8868 18.7841
Si 0.0968 8.967 18.902
Si -0.2856 13.5844 16.9917
Si 3.418 2.3939 19.5191
Si 4.4503 5.3177 19.637
Si 2.7928 10.0851 19.5993
Si 3.5718 13.0645 19.1469
Si 8.6427 2.3478 19.6029
Si 7.544 5.2284 19.8015
Si 8.7651 10.1209 19.3787
Si 8.0533 13.2292 19.7372
Si 7.7785 1.4338 22.3064
Si 25.0659 7.252 25.309
Si -0.4619 12.1476 22.0515
Si -2.9769 10.4347 21.8131
Si -1.7306 5.2775 23.0945
Si 0.8919 15.7261 24.5473
Si 1.501 11.0061 26.9735
Si 24.2062 9.424 29.2103
Si 4.7819 0.9478 21.7715
Si 4.5563 9.3914 22.1838
Si 25.2365 1.0656 31.6742
Si 12.1734 14.2291 22.67
Si 8.3159 6.2801 22.5905
Si 1.4979 12.6391 24.2479
Si 24.1349 15.1351 26.6176
Si -3.3441 7.946 23.7309
Si -3.5771 8.8456 26.4415
Si 4.7852 1.4907 28.5079
Si 21.995 11.3681 24.5066
Si -0.5752 1.7337 26.9138
Si -0.3668 0.9288 21.7437
Si 1.1358 6.2888 23.9561
Si -1.8987 15.0317 28.7423
Si 5.6144 13.3781 21.4436
Si 3.6473 1.6486 24.3984
Si 3.5834 6.4775 22.3502
Si 25.7039 4.5722 26.3759
Si 26.405 5.2517 29.2909
Si 26.4613 12.7398 23.5871
Si -3.604 8.27 29.2156
Si 27.2801 4.229 20.947
Si 1.7771 12.8579 31.4641
Si -2.5596 3.399 25.3829
Si 4.3208 11.8019 23.7198
Si 1.529 7.9019 26.4745
Si 5.3565 13.7952 28.7088
Si 7.9076 3.7874 24.2391
Si 4.2539 6.4855 27.1924
Si 7.5999 9.1679 21.9611
Si 6.2631 1.7506 25.7815
Si -3.6742 11.8396 26.4742
Si 3.3609 11.4166 29.3231
Si 4.5685 5.9771 30.0774
Si 25.6858 1.9079 25.0764
Si 24.6779 12.1237 30.8042
Si 3.5308 4.767 24.7582
Si 6.088 12.8667 25.813
Si 6.7999 7.1292 28.6959
Si 9.6337 1.0799 33.4569
Si 8.8934 5.4519 31.5341
Si 10.5171 8.6314 33.8625
Si 10.9504 12.4754 28.3996
Si 13.8821 1.1724 31.4966
Si 10.7151 4.8137 33.7889
Si 12.7448 8.767 31.1964
Si 10.6652 12.4573 33.4733
Si 16.6064 15.3159 30.8565
Si 17.1941 4.3797 30.5894
Si 16.7927 8.2758 27.9649
Si 18.2109 12.4894 33.6507
Si 21.8748 5.1093 31.6157
Si 22.1261 0.9932 33.6832
Si 18.4702 8.4863 30.5885
Si 14.3984 11.47 30.9174
Si 6.8481 12.4972 30.8197
Si 13.1334 4.8142 33.7579
Si 9.7548 8.5311 31.7022
Si 15.1291 12.2994 28.0152
Si 14.4138 1.0054 33.7484
Si 14.0923 4.2961 30.8141
Si 12.8966 8.611 33.5762
Si 13.0734 12.4767 33.5392
Si 17.5919 2.8435 34.8563
Si 18.2646 4.7588 33.6105
Si 18.3461 8.6972 33.5865
Si 17.0567 1.9159 28.948
Si 21.3333 14.4198 34.8122
Si 21.3837 2.8872 34.8913
Si 20.8021 8.7054 33.7178
Si 21.2599 10.6734 34.8892
Si 9.9808 2.8977 34.9179
Si 9.9996 6.6982 35.0277
Si 9.9819 10.6554 34.8707
Si 9.9936 14.4211 34.6802
Si 13.7743 2.8994 34.9782
Si 13.6225 6.7755 34.9134
Si 11.8139 10.6128 36.3356
Si 13.7299 14.3912 34.8158
Si 16.8571 0.8871 33.7001
Si 19.4192 6.7295 36.3608
Si 17.6744 10.5599 34.8963
Si 17.5484 14.3796 34.9273
Si 20.7255 4.8012 33.6443
Si 21.2595 6.7154 34.9331
Si 20.6739 12.5549 33.4686
Si 22.4138 15.778 30.7452
Si 8.0071 2.9596 36.2259
Si 7.9334 6.7567 36.1358
Si 7.9258 10.6499 36.0568
Si 7.9654 14.393 36.0324
Si 11.8496 2.8054 36.3297
Si 11.841 6.727 36.4425
Si 13.6088 10.5447 34.7996
Si 11.8106 14.4813 36.2005
Si 15.7042 2.964 36.284
Si 15.6649 6.7594 36.1084
Si 15.6195 10.5433 36.0954
Si 15.6091 14.2983 36.2495
Si 19.4737 2.7736 36.2756
Si 17.663 6.7406 34.7885
Si 19.4621 10.599 36.3925
Si 19.4693 14.4931 36.274
Si 7.9557 0.9378 37.4603
Si 7.9391 4.8654 37.5673
Si 7.9366 8.7067 37.4601
Si 7.9366 12.5267 37.4828
Si 11.7994 0.9174 37.6653
Si 11.8176 4.7529 37.6732
Si 11.7939 8.6912 37.6905
Si 11.8013 12.5636 37.6014
Si 15.6311 0.9331 37.5452
Si 15.6517 4.8833 37.597
Si 15.6347 8.654 37.5201
Si 15.6059 12.4046 37.5913
Si 19.4597 0.937 37.7013
Si 19.4424 4.7441 37.6196
Si 19.4546 8.6504 37.6979
Si 19.4489 12.5548 37.6529
Si 9.8223 0.9424 38.9235
Si 9.8461 4.8178 38.9559
Si 9.8119 8.6778 38.9275
Si 9.8366 12.5193 38.8989
Si 13.7428 0.9407 38.9696
Si 13.745 4.8042 38.9906
Si 13.7471 8.6604 38.9683
Si 13.7057 12.4909 38.9735
Si 17.5011 0.9339 38.9841
Si 17.5366 4.8038 38.9901
Si 17.5008 8.6552 38.9783
Si 17.513 12.4849 38.9772
Si 21.3982 0.9053 39.0035
Si 21.3311 4.7681 39.0246
Si 21.3874 8.6045 39.0067
Si 21.3502 12.4669 39.0241
Si 15.4144 1.9868 11.5646
Si 15.454 5.8413 11.549
Si 15.4228 9.7011 11.5667
Si 15.4427 13.5358 11.5999
Si 19.2693 2.0192 11.6133
Si 19.2858 5.8648 11.6104
Si 19.2944 9.7283 11.6082
Si 19.2869 13.5517 11.6318
Si 23.0919 2.0291 11.5934
Si 23.1282 5.8634 11.5772
Si 23.1071 9.7281 11.5772
Si 23.1208 13.5776 11.6129
Si 26.9753 2.0169 11.5604
Si 26.9604 5.8456 11.5299
Si 27.0089 9.7274 11.5496
Si 26.9901 13.5625 11.5861
Si 13.4852 2.0282 12.9115
Si 13.5166 5.8747 12.8729
Si 13.4895 9.6271 12.9181
Si 13.4896 13.4768 12.9112
Si 17.3213 1.9485 12.9487
Si 17.3515 5.8096 12.9513
Si 17.3463 9.7679 12.9251
Si 17.3624 13.5894 13.0041
Si 21.1847 2.0847 12.9929
Si 21.2289 5.912 12.9681
Si 21.2155 9.7044 13.0021
Si 21.2139 13.5229 13.0069
Si 25.0369 2.0206 12.9141
Si 25.0555 5.8129 12.9244
Si 25.0659 9.7951 12.8631
Si 25.0623 13.6465 12.9562
Si 13.4513 15.4425 14.1905
Si 13.5162 4.0029 14.2462
Si 13.509 7.7229 14.3255
Si 13.4697 11.5233 14.2692
Si 17.3105 15.4872 14.4378
Si 17.3388 3.8332 14.3056
Si 17.3467 7.8132 14.1979
Si 17.3613 11.6756 14.3554
Si 21.1576 15.5026 14.2849
Si 21.2132 4.0491 14.3779
Si 21.2555 7.7946 14.4041
Si 21.2732 11.5845 14.4156
Si 25.0467 15.568 14.3677
Si 25.0177 3.8718 14.3376
Si 25.1018 7.8339 14.1147
Si 25.0816 11.7172 14.2573
Si 15.2624 15.4367 15.6672
Si 16.0776 5.854 16.9064
Si 15.7991 9.7051 16.9735
Si 15.3674 11.6038 15.6499
Si 19.2969 15.5502 15.7658
Si 19.2466 3.9367 15.7031
Si 19.2137 7.7451 15.6276
Si 19.3016 11.6062 15.7423
Si 22.3801 2.0279 17.0613
Si 23.1207 3.9753 15.8253
Si 23.3199 7.8588 15.6236
Si 23.2733 11.6533 15.7658
Si 27.0675 15.566 15.6092
Si 27.0099 4.0067 15.5986
Si 26.9341 7.8277 15.5764
Si 26.9963 11.6405 15.6138
Si 14.7124 2.0075 16.8822
Si 15.4065 3.9282 15.6677
Si 15.4881 7.7633 15.6402
Si 15.6129 13.6659 18.9555
Si 19.8882 2.084 17.0656
Si 18.5099 5.8762 16.8796
Si 18.9481 9.6147 16.994
Si 19.6434 13.5771 17.0066
Si 23.0505 15.5928 15.6759
Si 23.8901 5.9854 16.9086
Si 24.0952 9.7066 16.9111
Si 22.8143 13.6635 16.974
Si 27.7429 2.1156 16.7984
Si 26.32 5.9205 16.8162
Si 26.5536 9.744 16.9333
Si 27.3356 13.5959 16.8762
Si 11.5968 2.0435 19.1722
Si 11.7572 6.2407 18.722
Si 11.4789 9.1278 19.0494
Si 10.9857 14.3464 19.8225
Si 16.2012 1.1455 19.4443
Si 14.7357 6.1917 18.8104
Si 14.5175 9.0417 19.7296
Si 14.6336 13.4796 16.8725
Si 19.0265 2.5038 19.2635
Si 19.3318 5.5287 19.002
Si 20.2287 10.331 19.6304
Si 18.2597 12.7638 19.6719
Si 23.8848 2.756 19.5688
Si 22.4239 5.5607 19.5281
Si 23.1404 10.5284 19.6635
Si 23.8128 13.4028 19.8998
Si 24.8102 2.9547 22.3669
Si 10.5881 7.2627 24.3239
Si 12.5994 11.3016 23.735
Si 15.01 9.5482 22.6479
Si 14.2756 4.8927 23.3272
Si 14.8397 14.6844 26.0948
Si 17.8573 11.1499 27.2777
Si 7.0484 9.4811 30.7403
Si 20.5635 1.7991 21.8667
Si 19.0575 11.2612 24.5451
Si 10.943 15.827 30.8468
Si -2.5391 14.4085 22.0443
Si 21.359 6.6966 22.2216
Si 16.6745 14.7611 23.7275
Si 7.8082 14.8938 24.6648
Si 13.7496 7.0496 24.0261
Si 13.8874 7.8466 27.0135
Si 19.2382 2.1809 26.7222
Si 8.9643 12.4564 25.9198
Si 14.3726 1.6856 27.6168
Si 14.7823 14.9435 21.4234
Si 17.7744 8.846 23.5659
Si 11.7236 15.4835 28.1195
Si 21.9223 14.4711 22.1415
Si 18.2189 1.7705 23.8231
Si 19.0622 6.7964 21.7553
Si 10.2791 4.8074 26.0227
Si 9.4964 5.6915 28.7561
Si 9.8588 10.1971 23.8396
Si 12.5156 6.366 29.2616
Si 13.1582 4.294 20.4644
Si 17.1857 12.3027 31.5629
Si 12.9557 3.1837 25.5114
Si 18.9858 13.377 22.5395
Si 17.8884 6.6725 25.6994
Si 21.9001 1.5439 27.8562
Si 22.1512 4.0443 23.4338
Si 20.676 6.8053 26.9115
Si 21.8117 9.5173 21.9902
Si 21.483 4.0027 26.4176
Si 12.9194 10.713 26.7951
Si 19.5266 11.179 29.7026
Si 19.6162 5.9533 29.7743
Si 12.0614 15.6346 25.1932
Si 9.9017 12.8413 31.2675
Si 17.3529 4.7766 23.5348
Si 23.4685 13.1697 24.3644
Si 22.8163 8.9526 26.408
Si 0.0247 13.4912 0.6845
Si 0.0138 1.9377 0.6945
Si 0.0298 5.8039 0.7005
Si 0.0285 9.6465 0.6866
Si 3.9269 13.4764 0.6389
Si 3.9251 1.9498 0.6266
Si 3.9259 5.7883 0.644
Si 3.9133 9.6227 0.6278
Si 7.7359 13.5372 0.5847
Si 7.7331 1.9877 0.5901
Si 7.7488 5.8204 0.584
Si 7.7541 9.6482 0.5797
Si 11.609 13.5655 0.5957
Si 11.6143 2.0056 0.5927
Si 11.6026 5.8527 0.5877
Si 11.5964 9.7098 0.5693
Si 15.4259 13.5574 0.6501
Si 15.4259 2.0133 0.644
Si 15.4387 5.8877 0.6532
Si 15.4266 9.7383 0.6369
Si 19.3213 13.5519 0.6912
Si 19.324 2.0081 0.6872
Si 19.3102 5.8754 0.6897
Si 19.3025 9.7135 0.6931
Si 23.1024 13.5427 0.7025
Si 23.1044 2.0068 0.6935
Si 23.1249 5.8691 0.7004
Si 23.1186 9.7083 0.703
Si 26.9789 13.5255 0.7315
Si 26.9738 1.9743 0.7152
Si 26.9597 5.8318 0.7295
Si 26.967 9.6729 0.7165
Si 1.9859 13.498 1.9947
Si 1.9858 1.9555 1.9912
Si 1.9896 5.8129 2.0077
Si 1.9848 9.6367 2.0003
Si 5.8444 13.5045 1.9919
Si 5.8376 1.9674 1.9918
Si 5.85 5.8025 1.9887
Si 5.8445 9.6541 1.9733
Si 9.6718 13.5357 1.945
Si 9.6745 1.9843 1.9436
Si 9.677 5.8403 1.9522
Si 9.6789 9.6728 1.9473
Si 13.5059 13.5526 2.0021
Si 13.5101 2.01 2.002
Si 13.5069 5.8512 1.9922
Si 13.4981 9.7133 1.9814
Si 17.3619 13.5554 2.0097
Si 17.3623 2.0137 2.0048
Si 17.3636 5.879 2.0211
Si 17.351 9.7087 2.0149
Si 21.2072 13.55 2.0846
Si 21.2102 2.0096 2.0807
Si 21.2114 5.8604 2.0699
Si 21.2062 9.7179 2.0718
Si 25.0337 13.5368 2.0573
Si 25.0338 1.9896 2.0514
Si 25.0347 5.8586 2.0755
Si 25.0391 9.6837 2.0661
Si 28.9012 13.5088 2.0755
Si 28.8881 1.9713 2.0761
Si 28.8914 5.8107 2.0711
Si 28.8936 9.6731 2.0641
Si 1.9856 15.4235 3.3577
Si 1.9824 3.8819 3.3597
Si 1.9849 7.7298 3.3762
Si 1.9837 11.5722 3.3549
Si 5.8364 15.4293 3.3501
Si 5.8395 3.8862 3.3562
Si 5.8405 7.7344 3.3412
Si 5.8433 11.5764 3.3424
Si 9.6773 15.4519 3.3212
Si 9.6806 3.9085 3.3178
Si 9.6823 7.7569 3.3284
Si 9.6759 11.6028 3.3114
Si 13.5148 0.0851 3.3657
Si 13.5166 3.9311 3.3653
Si 13.5115 7.7821 3.3479
Si 13.5085 11.6244 3.3608
Si 17.359 0.0917 3.3759
Si 17.3587 3.9398 3.3725
Si 17.3559 7.7928 3.391
Si 17.3583 11.6322 3.3795
Si 21.2035 0.0876 3.4344
Si 21.2033 3.9374 3.4286
Si 21.2038 7.7875 3.4227
Si 21.2031 11.6302 3.4375
Si 25.0335 15.4596 3.4164
Si 25.0369 3.9179 3.4125
Si 25.037 7.7735 3.4368
Si 25.0396 11.6142 3.4168
Si 28.8951 15.4357 3.4241
Si 28.8943 3.8949 3.4286
Si 28.8935 7.746 3.4136
Si 28.8968 11.5901 3.4262
Si 0.07 15.4361 4.7404
Si 0.0678 3.8932 4.7467
Si 0.0602 7.7428 4.7446
Si 0.0696 11.5861 4.7437
Si 3.9103 15.4261 4.7115
Si 3.9111 3.8869 4.7156
Si 3.9206 7.7342 4.7153
Si 3.9149 11.5786 4.7047
Si 7.7656 15.4354 4.6993
Si 7.769 3.8929 4.7032
Si 7.7638 7.7442 4.6997
Si 7.7671 11.5871 4.6967
Si 11.5862 15.4563 4.7119
Si 11.5881 3.9134 4.7137
Si 11.5942 7.7631 4.7127
Si 11.583 11.6084 4.7088
Si 15.4371 15.4722 4.7382
Si 15.438 3.9315 4.7395
Si 15.4257 7.7799 4.7373
Si 15.4318 11.6245 4.7362
Si 19.2653 15.4776 4.7667
Si 19.2667 3.9378 4.765
Si 19.2723 7.7898 4.7686
Si 19.2666 11.6317 4.7705
Si 23.1234 15.4708 4.7916
Si 23.1234 3.9306 4.789
Si 23.1159 7.7827 4.7958
Si 23.1254 11.6261 4.7919
Si 26.9603 15.4515 4.769
Si 26.9604 3.9129 4.7736
Si 26.9697 7.7641 4.7772
Si 26.9642 11.6099 4.7735
Si 0.0644 13.5145 6.0985
Si 0.0663 1.9693 6.1037
Si 0.0575 5.8213 6.102
Si 0.0581 9.6668 6.105
Si 3.9059 13.5016 6.069
Si 3.9086 1.9604 6.0736
Si 3.9161 5.8119 6.0771
Si 3.9192 9.6607 6.0725
Si 7.7657 13.5101 6.0602
Si 7.7671 1.9669 6.0654
Si 7.7615 5.8192 6.0626
Si 7.7613 9.6665 6.0637
Si 11.589 13.53 6.0749
Si 11.5924 1.9874 6.0816
Si 11.5975 5.8371 6.0788
Si 11.5981 9.6854 6.0789
Si 15.4407 13.5467 6.1044
Si 15.4427 2.0055 6.1076
Si 15.4336 5.8556 6.1067
Si 15.4348 9.7009 6.1064
Si 19.2673 13.5558 6.1306
Si 19.2684 2.0129 6.1288
Si 19.2723 5.8623 6.1269
Si 19.2769 9.711 6.1347
Si 23.1241 13.5506 6.1502
Si 23.1194 2.0073 6.1484
Si 23.1167 5.856 6.1485
Si 23.1163 9.7073 6.1533
Si 26.9587 13.5345 6.1305
Si 26.958 1.9875 6.1262
Si 26.9644 5.8395 6.1301
Si 26.9659 9.6905 6.1314
Si 1.9913 13.5096 7.4502
Si 1.9961 1.9625 7.4541
Si 1.9922 5.8198 7.4412
Si 1.9974 9.6653 7.4379
Si 5.8374 13.5007 7.4127
Si 5.8398 1.9545 7.4193
Si 5.8438 5.8125 7.4332
Si 5.8426 9.6613 7.4331
Si 9.6742 13.5161 7.4438
Si 9.6745 1.9683 7.4486
Si 9.6743 5.8217 7.436
Si 9.6753 9.6699 7.4345
Si 13.5085 13.5325 7.448
Si 13.5124 1.9916 7.4561
Si 13.5089 5.842 7.4661
Si 13.512 9.6885 7.4659
Si 17.3511 13.5516 7.4977
Si 17.3539 2.0032 7.498
Si 17.3517 5.8597 7.4866
Si 17.3529 9.7077 7.4869
Si 21.1902 13.5594 7.4944
Si 21.1877 2.0143 7.4983
Si 21.1877 5.8628 7.504
Si 21.192 9.7141 7.514
Si 25.0453 13.5519 7.5121
Si 25.0433 1.9994 7.5048
Si 25.0443 5.8564 7.5001
Si 25.0455 9.7106 7.5
Si 28.9042 13.532 7.4513
Si 28.9017 1.9802 7.4502
Si 28.9032 5.8362 7.4643
Si 28.9016 9.6862 7.4675
Si 1.9892 15.4272 8.821
Si 1.9931 3.8973 8.7975
Si 2.0001 7.7458 8.7956
Si 1.9884 11.5816 8.8036
Si 5.8341 15.4145 8.7774
Si 5.8454 3.8732 8.776
Si 5.8469 7.7381 8.7982
Si 5.8375 11.5913 8.787
Si 9.6711 15.4314 8.8178
Si 9.6728 3.898 8.7998
Si 9.6733 7.7456 8.7931
Si 9.676 11.587 8.8006
Si 13.5149 15.449 8.8165
Si 13.5092 3.9103 8.8255
Si 13.5115 7.7646 8.8385
Si 13.5161 11.6182 8.8243
Si 17.3616 15.4686 8.8754
Si 17.3568 3.9347 8.8516
Si 17.3656 7.7859 8.8496
Si 17.3576 11.6251 8.8606
Si 21.1901 15.4787 8.8608
Si 21.1844 3.9358 8.8626
Si 21.1926 7.786 8.8735
Si 21.1938 11.6494 8.8668
Si 25.0421 15.473 8.8811
Si 25.0379 3.9297 8.8536
Si 25.043 7.789 8.8517
Si 25.0445 11.63 8.8701
Si 28.8958 15.4507 8.8136
Si 28.8962 3.9016 8.8036
Si 28.8962 7.7629 8.8248
Si 28.8981 11.6205 8.8147
Si 0.0433 15.4373 10.163
Si 0.054 3.8907 10.1373
Si 0.0714 7.7699 10.144
Si 0.0539 11.6012 10.1531
Si 3.9324 15.4031 10.1613
Si 3.9316 3.8819 10.1371
Si 3.9223 7.7347 10.157
Si 3.9188 11.5806 10.1525
Si 7.7325 15.4058 10.164
Si 7.7506 3.8693 10.1573
Si 7.768 7.7378 10.1694
Si 7.7524 11.5873 10.1569
Si 11.5983 15.4381 10.1804
Si 11.5804 3.9 10.1797
Si 11.57 7.7528 10.1832
Si 11.5893 11.592 10.1755
Si 15.4193 15.4485 10.2116
Si 15.4287 3.9125 10.1986
Si 15.4448 7.7758 10.2016
Si 15.4288 11.6262 10.2108
Si 19.2901 15.4755 10.253
Si 19.2693 3.9401 10.2383
Si 19.273 7.7923 10.2457
Si 19.2785 11.6441 10.2383
Si 23.1017 15.4879 10.2343
Si 23.1104 3.9403 10.2169
Si 23.1264 7.7941 10.2236
Si 23.1145 11.6563 10.2319
Si 26.9927 15.4732 10.2087
Si 26.9809 3.9222 10.1791
Si 26.9704 7.7884 10.1977
Si 26.9895 11.647 10.2001
O 25.277 2.6242 31.1833
O 8.0302 0.9745 33.1939
O 7.5986 5.0326 32.4088
O 6.1289 8.9342 31.9714
O -2.8234 8.7232 27.8562
O 25.5188 11.8305 32.1439
O 5.7309 12.7601 31.9595
O -2.2921 4.7448 31.9703
O -3.8473 8.4902 33.122
O -1.3174 8.1344 32.3732
O -2.264 12.2525 32.1102
O 1.0952 4.5071 32.0601
O -2.2006 2.3035 30.9915
O -0.5325 8.0104 29.8544
O 1.9932 8.5138 29.4119
O -1.6618 12.0185 29.611
O 0.151 12.8404 31.5062
O 3.3606 1.3892 31.2786
O 5.7425 1.3542 32.1337
O 2.4776 8.9658 31.9326
O -0.0542 2.3362 18.429
O 7.6687 3.6186 19.7819
O 1.2421 9.6505 19.8528
O 0.4405 13.7839 18.4231
O 1.9688 2.7081 20.1265
O 3.1868 1.8949 18.0016
O 3.8946 5.9509 18.2634
O 3.482 9.2724 18.3654
O 2.5135 14.0788 19.8722
O 5.7481 1.9561 17.3188
O 8.2077 1.5883 18.243
O 5.9989 5.6746 19.8985
O 8.1505 5.8466 18.4471
O 6.1103 9.7594 21.9847
O 7.2214 13.6841 18.4409
O 25.1467 14.1059 20.465
O 11.7277 13.5175 18.6256
O 24.041 15.6589 30.8733
O 20.9237 11.8654 30.138
O 9.8356 6.5113 23.0991
O 25.3241 5.1756 30.4944
O 23.1293 8.6421 30.1286
O 23.2131 12.5121 31.3632
O 24.7712 14.7456 28.0379
O 26.962 14.1784 23.0135
O -3.203 4.1561 29.5123
O -1.9541 3.9978 24.0321
O 26.1048 12.5403 27.5237
O -0.1626 0.7537 25.6956
O 1.897 3.5839 29.6713
O 3.8515 5.7742 28.6113
O 0.2737 11.5228 27.8829
O -0.6196 10.3211 31.2312
O 2.2857 14.3414 31.0323
O 3.2297 1.8351 28.2166
O 4.3433 12.6786 29.2775
O 2.1346 11.8118 30.2895
O 27.6247 2.9715 19.9833
O 26.4803 0.6748 19.3824
O 26.6714 5.4329 20.0499
O 27.3745 7.8172 19.2973
O 24.8607 12.6659 23.7012
O 0.471 0.9755 23.1212
O -3.475 2.0884 25.0821
O 0.2533 4.6565 19.731
O 4.8662 12.8975 20.0953
O -1.4191 10.8887 21.7356
O -0.3872 2.3858 21.0503
O 27.1067 12.587 25.0541
O 4.2304 1.2461 20.293
O 6.4799 13.9622 24.6826
O 3.5833 5.9157 20.8472
O 4.3237 3.7207 19.5612
O 3.9999 10.2394 23.4454
O 11.1953 15.668 26.5823
O 2.796 11.6338 19.1388
O 8.5156 1.3519 20.8708
O 11.2719 10.582 23.1298
O 7.4233 12.0474 26.2109
O 5.3791 12.3088 22.6147
O 8.307 11.6407 19.6715
O -1.388 13.3859 22.5118
O 10.892 6.4212 29.193
O 27.2183 10.2597 20.3016
O 26.5833 10.328 26.268
O 5.0375 1.0583 24.9739
O -2.7008 8.5066 25.1248
O 23.6325 9.4346 27.7102
O 0.524 11.791 23.2756
O 25.6316 8.7012 29.236
O -1.3462 3.0253 26.353
O 2.0635 6.8352 22.7535
O -0.8975 13.921 28.1084
O -0.2111 5.7635 23.2671
O 2.8573 11.1275 27.829
O 26.9362 11.5454 22.6028
O -3.4397 14.5971 28.5383
O 25.5001 13.2563 30.0021
O 4.8523 15.3079 28.8952
O -3.077 9.0022 22.5526
O 8.9952 13.9246 25.2001
O 4.1586 5.3624 23.3822
O 3.6182 3.1822 24.8449
O 6.1984 1.6651 22.057
O 5.5518 13.6053 27.1304
O 4.9516 11.9137 25.2011
O -1.8682 5.7382 18.6495
O 22.6444 6.54 31.6368
O 7.5541 7.6991 22.6289
O 3.6718 1.511 22.793
O 2.3625 0.8679 24.9647
O 1.2312 1.0655 29.9233
O 4.3273 5.3725 26.0267
O 1.5978 11.9311 25.6754
O 0.7417 2.2719 27.657
O 5.7669 1.9092 27.3024
O 4.1164 7.4574 30.5985
O 3.6786 9.8134 20.9002
O 0.9187 14.1249 24.4206
O 26.1487 3.804 22.0235
O -3.5985 6.6648 29.328
O 9.1929 4.0018 25.1693
O 3.9888 10.0596 29.9767
O 10.183 2.817 19.4306
O 4.9863 14.7608 21.9515
O 1.3 9.485 26.5332
O -2.1265 4.765 21.6151
O 24.2679 2.1721 21.0395
O 6.1788 6.0638 29.7717
O 2.9796 12.6935 23.6031
O 17.431 5.249 25.0907
O 7.5434 5.208 23.539
O -3.4845 4.5472 26.0481
O 19.8876 3.6612 26.5149
O 1.2268 6.0835 30.0029
O 25.9963 7.7648 26.5305
O 25.1448 1.9178 23.5524
O 10.2496 14.405 31.0831
O 23.0986 4.0426 31.4576
O 10.2156 4.8393 32.2281
O 21.6466 8.8444 32.3006
O 13.7896 4.9442 32.2635
O 13.6283 10.0531 30.7177
O 13.584 12.4008 31.9672
O 17.3083 16.0578 32.1248
O 17.6244 4.6944 32.107
O 13.8428 2.6993 30.93
O 13.1215 7.4718 30.293
O 17.2795 8.2332 29.5133
O 14.5013 12.2227 29.4972
O 15.0577 15.737 30.7595
O 21.8241 1.1422 32.0637
O 17.822 8.8711 32.0233
O 15.3411 2.0332 18.4053
O 22.2625 6.4012 20.8904
O 12.9101 9.2297 19.7969
O 14.9585 9.7749 18.3626
O -1.8756 13.5096 17.3446
O 17.6406 1.793 19.697
O 17.3731 9.6869 17.4354
O 19.8356 9.4009 18.3633
O 18.903 13.6005 18.4545
O 16.6941 12.5079 19.336
O 22.9414 1.8389 18.6204
O 18.8967 6.6035 20.141
O 23.3642 6.2999 18.446
O 21.6391 11.0726 19.3031
O 23.6464 9.5668 18.4849
O 21.2342 13.5577 17.3558
O 23.5734 13.9066 18.3867
O 9.4078 14.0854 19.6918
O 26.4869 13.6472 18.267
O 15.357 0.9533 20.8179
O 6.696 13.5373 29.5855
O 8.8939 4.8778 30.024
O 8.5949 9.5611 31.2345
O 8.3043 12.7012 31.4642
O 13.2147 0.7377 28.2496
O 13.4124 15.1806 22.2261
O 15.6161 4.7 30.4041
O 21.7034 5.579 26.6531
O 14.0371 3.8253 24.5171
O 11.9493 11.2999 27.9365
O -0.6185 4.1847 30.0504
O 15.4925 2.2015 28.64
O 20.8194 5.0334 30.3645
O 13.1076 6.6674 27.7879
O 14.4359 11.1915 27.0701
O 15.0766 7.5037 19.7247
O 16.6618 13.7328 31.0279
O 21.6262 14.3584 30.6765
O 22.09 1.2333 29.418
O 19.2319 11.3592 28.1205
O 18.3364 11.8484 30.5423
O 11.4034 0.5124 19.6667
O -2.6948 6.5197 23.4165
O 13.3541 14.6824 25.4572
O 11.0049 7.5752 19.259
O 15.1779 0.8207 26.5056
O 15.8551 14.2868 22.4298
O 16.468 15.0574 18.8296
O 11.7242 4.1897 25.7088
O 15.1143 9.7404 21.0474
O 23.7119 13.789 25.838
O 18.3969 13.5877 21.0525
O 16.4899 9.7801 23.2619
O 12.4762 11.2494 25.346
O 20.1621 2.095 20.336
O 21.6762 0.6396 21.8454
O 10.7975 0.8167 29.2628
O 18.7155 4.0899 19.4289
O 18.7412 11.8779 23.0819
O 13.6546 2.9596 26.9477
O 19.0278 11.3649 19.8548
O 17.4346 2.8332 30.2204
O 23.1069 4.138 19.8365
O 21.7855 10.7492 23.0131
O 22.5516 10.2613 25.5286
O 22.5623 13.752 20.8474
O 24.0844 11.8102 19.856
O 22.9024 14.3568 23.4122
O 12.6891 12.8233 23.2456
O 23.6264 7.9251 25.4616
O 23.6663 3.9553 22.9014
O 10.3623 10.0721 19.7585
O 12.8823 9.1039 26.85
O 18.8562 1.5663 25.2888
O 6.6718 10.9834 30.3055
O 14.5001 4.8476 19.7076
O 6.8794 8.5673 29.4245
O 9.7516 12.5465 27.3191
O 19.5013 6.7785 25.7996
O 17.4448 9.5828 27.2694
O 14.8713 13.7627 27.408
O 14.3042 7.3205 25.5413
O 14.5635 13.8961 20.1908
O 22.0475 3.5659 24.9689
O 22.8436 0.6492 26.9129
O 20.028 6.6121 28.3738
O 17.3137 7.7384 24.6353
O 12.4722 1.7753 24.8841
O 24.2998 8.4594 32.4529
O -1.9026 0.5046 22.0881
O 18.9757 9.6701 24.2736
O 11.743 13.8926 28.4353
O 9.5708 11.3305 24.9467
O 20.3615 1.2544 27.4299
O 14.4986 8.0506 22.9881
O 8.3032 6.6955 28.2611
O 18.326 5.6091 22.5649
O 18.1982 14.2562 23.6352
O 17.8999 3.2878 23.4952
O 21.1814 3.1362 22.5164
O 13.0531 4.9144 29.7403
O 13.2744 6.5965 18.1795
O 21.848 8.1335 22.8045
O 19.2856 1.2812 22.7058
O 16.8084 0.982 23.75
O 8.026 9.1 20.3974
O 18.0385 11.6422 25.7476
O 1.9451 5.1237 24.7485
O 20.5099 11.7676 25.0319
O 4.4625 7.8149 22.4562
O 19.3509 7.1489 30.8368
O 20.5092 9.4974 20.9935
O 15.9424 14.184 25.0385
O 11.1307 8.9457 30.9029
O 23.1037 9.6715 21.0283
O -1.5781 1.0054 27.9501
O 19.506 9.6042 30.0564
O 25.2885 2.9547 18.7683
O 25.2416 15.9012 25.7279
O -4.0359 15.8418 31.4498
O 8.0735 15.4873 23.1822
O 24.4552 10.8987 29.7941
O 22.2162 3.1123 27.5561
O -1.4238 9.5467 19.0242
O 21.6671 5.5788 23.3462
O 10.3255 6.3856 25.6564
O 9.8707 4.6669 27.5732
O 15.1824 8.3093 27.8717
O 10.0032 8.7486 24.5545
O 12.1569 7.3621 23.9826
O 5.2835 2.3659 29.7725
O 7.1815 13.5361 21.0669
O 12.521 15.7636 31.1595
O -2.8262 9.0127 30.4169
O 17.2692 6.9544 27.1604
O 0.0845 7.3836 19.3451
O 8.3714 5.7653 21.0674
O 17.9324 2.2571 27.6525
O 3.1089 7.54 26.7026
O -1.705 15.2146 30.3464
O 10.2904 1.4071 31.9774
O 8.6466 10.1155 22.7667
O 24.9386 5.6513 25.4465
O -2.1607 11.8408 27.025
O 8.3263 2.7296 23.0928
O 12.7581 2.7767 20.0552
O 6.683 3.1838 25.1248
O 15.9131 11.2736 31.4937
O 9.0795 7.0649 31.4095
O 10.4007 12.1201 29.8891
O 20.9488 5.3599 18.8938
O 0.4128 12.6199 20.7714
O 7.5463 0.7593 25.6731
O 13.9655 10.5891 23.279
O 18.3013 8.165 22.1988
O 27.7868 14.0782 20.5209
O 21.449 8.2146 26.8522
O 13.3943 4.4128 22.046
O 0.2877 15.2517 20.6919
O 5.723 7.173 27.4535
O 15.8533 4.8646 22.9523
O 11.3717 15.0217 23.8539
O 11.9211 5.2326 19.9812
O 11.3388 13.899 21.3319
O 25.8262 7.7155 23.948
O 0.6622 7.173 27.6415
O 25.0842 3.1264 25.9802
O 25.5728 4.9489 27.9377
O 18.1994 5.1878 29.6067
O 17.2978 15.7819 29.465
O 0.9127 7.4488 25.0515
O 16.7115 12.004 28.0231
O 20.5506 13.7188 22.5221

Results
total energy: -221683.065 eV
total energy less fixed offsets of O -438.35, Si -107.03 eV per atom: -6.885 eV

Forces (eV/angstrom), in the order of the atoms: element, x, y, z
Si -0.0011 -0.0546 -0.0039
Si 0.2207 0.1022 0.623
Si -0.1968 -0.0339 0.7042
Si 0.08 -0.0857 0.0027
Si 0.2584 -0.1434 0.5833
Si 0.0359 -0.0662 -0.0229
Si 0.0671 0.0176 0.033
Si 0.0941 0.2721 0.6066
Si -0.4577 0.1055 0.6029
Si -0.1647 -0.0416 0.0553
Si 0.0708 -0.0349 0.0886
Si 0.0498 0.0254 -0.036
Si 0.0452 -0.041 -0.0321
Si -0.3562 -0.0453 0.777
Si -0.0125 -0.0541 0.0702
Si -0.003 0.0163 0.0703
Si -0.3719 -0.0851 0.6132
Si -0.2214 -0.1274 0.5686
Si -0.025 0.0785 0.1895
Si 0.0048 0.0295 0.0087
Si 0.0438 -0.0251 -0.1041
Si -0.0233 0.1745 0.2297
Si 0.1592 0.0977 0.8177
Si -0.0801 0.0714 0.656
Si -0.0085 -0.045 -0.036
Si 0.442 0.0406 0.4187
Si 0.2806 -0.1707 0.7144
Si -0.0485 -0.0644 0.2047
Si 0.0538 0.0297 0.0071
Si 0.0281 -0.0296 -0.0281
Si -0.3216 -0.1005 0.6079
Si -0.0038 0.0155 -0.051
Si -0.0023 0.0243 0.0123
Si -0.0309 0.0535 -0.0605
Si 0.0145 -0.0287 -0.0289
Si 0.0252 -0.0024 0.0112
Si 0.0016 -0.028 -0.003
Si -0.0096 -0.0013 -0.0278
Si -0.0002 0.0096 0.0403
Si -0.016 -0.0629 0.0132
Si -0.0508 0.0376 0.0099
Si 0.0033 0.0086 -0.0174
Si -0.0299 -0.0269 -0.036
Si -0.0197 -0.0006 0.0362
Si -0.4048 0.0255 0.2993
Si 0.0414 0.0878 -0.0203
Si -0.2508 -0.0394 0.6208
Si -0.0335 0.7982 0.3525
Si 0.0107 -0.0338 0.0287
Si 0.012 0.0096 0.0432
Si -0.0066 -0.0046 0.0295
Si -0.0195 0.0352 -0.0133
Si 0.024 0.0085 -0.0118
Si -0.0264 0.0054 0.0002
Si 0.0038 -0.0456 -0.0754
Si 0.0074 -0.0384 -0.0362
Si -0.0029 -0.0184 0.0219
Si 0.0378 -0.0042 0.0418
Si -0.0139 -0.0079 0.0391
Si 0.0026 0.0441 -0.0135
Si -0.006 0.0352 -0.0047
Si -0.0382 0.0466 -0.0407
Si -0.0142 0.0092 -0.0137
Si -0.0135 -0.0217 -0.0591
Si -0.0028 -0.0175 -0.0574
Si 0.0122 0.0227 0.0074
Si -0.0263 0.0056 0.0165
Si 0.0215 -0.0072 0.0113
Si -0.0242 -0.0003 0.0434
Si -0.0062 0.0199 -0.0014
Si 0.0166 0.0244 0.0181
Si 0.0096 -0.0487 0.0125
Si 0.0083 -0.0047 -0.091
Si -0.0448 0.0465 -0.0046
Si -0.0257 0.0011 0.0008
Si -0.0197 -0.0349 0.0239
Si 0.0261 0.0299 0.019
Si 0.0072 0.0078 -0.0302
Si 0.0051 -0.0129 0.0112
Si -0.0091 -0.02 -0.0058
Si -0.0104 0.0035 0.0175
Si -0.0078 -0.0086 0.031
Si -0.027 0.0089 0.0028
Si 0.0161 0.0119 0.0127
Si 0 -0.0098 0.0206
Si 0.0018 -0.0165 0.022
Si 0.0312 0.0091 0.0167
Si -0.0154 -0.0007 0.0104
Si -0.0122 0.0136 0.0164
Si -0.0073 0.0041 0.022
Si -0.0227 0.0005 0.0252
Si -0.0144 -0.0036 0.0196
Si 0.0301 -0.0042 0.0197
Si 0.0102 -0.0147 0.0164
Si 0.0199 0.0022 0.0057
Si 0.0033 0.0072 0.013
Si -0.0079 0.0168 -0.0154
Si -0.0203 0.0106 -0.0327
Si -0.0127 -0.0122 -0.0175
Si -0.0072 0.0031 -0.0186
Si 0.0214 -0.0046 -0.0378
Si 0 0.0036 -0.0286
Si 0.0003 -0.0051 -0.0247
Si -0.0096 -0.0048 -0.0319
Si 0.001 -0.0039 -0.0233
Si 0.0083 0.0108 -0.0204
Si 0.0021 -0.0138 -0.0284
Si -0.0016 -0.002 -0.0255
Si -0.0004 -0.002 -0.0271
Si 0.0127 0.0126 -0.032
Si 0.0117 -0.0043 -0.0241
Si -0.0023 0.0108 -0.0243
Si 0.0077 -0.0389 0.0498
Si 0.0086 0.0048 -0.0368
Si 0.0172 0.0109 0.0075
Si 0.0075 0.0067 0.023
Si 0.0141 -0.0152 -0.0099
Si -0.0063 0.004 0.0247
Si -0.0061 -0.0038 0.0205
Si 0.0101 0.0314 0.007
Si -0.0144 0.0152 0.0269
Si 0.0116 -0.0112 0.0097
Si -0.0213 -0.0106 -0.0138
Si 0.0299 0.0288 0.0355
Si -0.0206 -0.0307 -0.002
Si 0.0082 -0.0083 0.0187
Si -0.0094 -0.0032 0.0453
Si -0.0006 0.0236 -0.0104
Si -0.0113 0.041 -0.0275
Si 0.0109 -0.0281 0.0031
Si -0.0088 0.006 -0.0159
Si 0.0134 0.0394 -0.0053
Si -0.0151 0.0014 -0.0352
Si -0.0136 0.0474 0.0091
Si -0.0401 0.0153 0.0131
Si -0.008 -0.0464 0.0271
Si -0.01 0.0001 -0.0398
Si 0.011 -0.0459 0.0042
Si 0.0276 0.0142 0.0093
Si -0.0036 0.0228 0.043
Si 0.019 0.0101 -0.0181
Si -0.004 0.0906 0.02
Si -0.0012 -0.0102 0.0223
Si -0.0121 -0.0256 0.0265
Si -0.0178 -0.0376 0.0539
Si 0.0631 -0.052 -0.0315
Si -0.0419 0.0578 -0.0243
Si -0.0053 0.007 0.0442
Si -0.0026 0.0544 0.0802
Si 0.0105 -0.0166 0.0472
Si -0.0414 -0.035 0.045
Si 0.0288 0.0174 0.0038
Si 0.25 0.1021 -0.7996
Si -0.0096 -0.0173 0.0333
Si 0.0292 -0.0252 0.0552
Si 0.0279 -0.0124 0.0414
Si 0.0186 0.0033 0.0632
Si 0.0155 0.0032 0.0178
Si -0.0238 -0.0545 -0.0106
Si 0.0768 0.027 0.0083
Si -0.2605 -0.0418 -0.5542
Si -0.0642 -0.0147 -0.007
Si -0.0208 -0.0135 -0.0046
Si -0.0766 0.0321 -0.0139
Si -0.113 -0.0119 -0.8084
Si -0.2877 -0.128 -0.6212
Si -0.172 0.184 -0.5963
Si 0.0166 -0.0714 0.0421
Si -0.0313 0.0046 0.0688
Si 0.0995 -0.0712 -0.6677
Si -0.0438 0.0302 -0.0604
Si -0.1687 -0.1969 -0.6619
Si 0.0623 -0.0337 -0.0074
Si -0.0152 -0.0071 -0.0626
Si -0.016 0.0015 -0.0009
Si 0.1557 -0.0051 -0.6023
Si 0.2845 -0.0157 -0.6108
Si -0.2984 -0.0488 -0.6603
Si -0.3237 0.1961 -0.6592
Si 0.0524 -0.0467 -0.1613
Si -0.0548 0.0621 -0.3513
Si 0.3332 -0.0041 -0.5829
Si 0.2459 0.081 -0.6934
Si 0.301 -0.0736 -0.83
Si -0.1603 0.0892 -0.1214
Si -0.0183 0.0165 -0.1462
Si -0.0228 -0.1665 -0.138
Si 0.1708 0.1931 -0.6471
Si -0.0088 0.1145 -0.1145
Si 0.0332 -0.0126 -0.1222
Si 0.0501 -0.1962 -0.7336
Si 0.0033 -0.0817 -0.1187
Si -0.0151 0.005 -0.0586
Si 0.047 0.0296 -0.0338
Si -0.055 0.067 -0.173
Si -0.0808 0.086 -0.0347
Si -0.0594 0.0597 0.0033
Si -0.0183 0.0616 -0.0467
Si -0.0222 0.0125 0.0596
Si -0.0806 0.0471 0.116
Si 0.0488 0.0384 -0.0839
Si -0.0785 -0.0897 -0.1177
Si -0.2942 -0.0048 0.6817
Si -0.0254 0.0128 -0.0827
Si 0.0158 -0.0305 0.0135
Si -0.008 -0.0156 -0.0279
Si -0.0404 0.04 -0.0243
Si -0.0008 0.1001 0.0115
Si 0.0879 -0.0084 -0.0167
Si 0.0475 -0.0223 0.041
Si 0.3731 0.4238 -0.0791
Si 0.0308 -0.183 0.0405
Si -0.0162 -0.1746 -0.1397
Si 0.0418 -0.0726 0.0534
Si 0.0306 -0.0877 0.0898
Si -0.003 0.0121 -0.2001
Si -0.0394 -0.0062 -0.0561
Si 0.0079 -0.0702 -0.0054
Si 0.049 -0.068 0.0048
Si -0.0185 -0.0142 0.077
Si -0.0001 -0.048 -0.0595
Si -0.0043 0.0185 0.0296
Si -0.1192 -0.0217 -0.0432
Si 0.3649 -0.1481 0.6177
Si -0.1705 -0.0585 0.0249
Si -0.0319 0.0104 -0.0655
Si 0.2001 -0.1616 0.0471
Si 0.0465 -0.0727 0.0125
Si -0.0651 0.0698 0.0166
Si -0.0176 0.0268 0.1483
Si 0.1301 -0.0991 -0.0009
Si 0.0637 0.0842 -0.0026
Si -0.0273 0.0672 0.0534
Si 0.0199 -0.0169 0.1032
Si -0.126 -0.5148 0.4365
Si -0.0359 0.1402 0.0306
Si -0.014 -0.0545 0.0562
Si -0.0533 0.1955 -0.0451
Si 0.0274 -0.0238 0.0217
Si -0.055 -0.1204 0.0368
Si 0.3961 -0.1441 0.6291
Si 0.0063 0.0114 0.168
Si -0.0581 0.007 0.0997
Si -0.0148 0.0837 0.0728
Si 0.187 0.1709 0.7508
Si 0.1803 0.036 0.6567
Si -0.0841 -0.0226 0.736
Si 0.0345 -0.0035 0.0562
Si 0.14 0.1031 0.2328
Si 0.0048 0.135 0.1585
Si 0.02 0.0601 -0.011
Si 0.0386 0.0573 -0.0174
Si -0.4202 -0.0575 0.5151
Si 0.1412 -0.0485 0.579
Si -0.1277 0.0617 0.0507
Si -0.0531 -0.0597 0.2041
Si -0.0366 0.0015 0.1153
Si -0.2718 -0.0941 0.6044
Si 0.3316 -0.129 0.511
Si 0.0069 -0.1364 -0.0003
Si -0.0075 0.0137 0.0253
Si 0.0228 0.0041 0.1764
Si 0.0651 0.0133 0.0461
Si -0.2267 0.015 0.518
Si -0.0018 0.0737 -0.0262
Si 0.3165 -0.027 0.694
Si 0.2523 -0.0607 0.6911
Si 0.102 -0.0706 -0.0094
Si 0.0381 -0.0323 -0.0002
Si 0.0241 0.0623 0.0032
Si -0.315 -0.116 0.5674
Si 0.0082 -0.0186 -0.079
Si -0.0334 0.0128 -0.0227
Si 0.0214 -0.0873 -0.0649
Si -0.0037 -0.0086 -0.0414
Si -0.0799 0.0302 -0.0326
Si -0.0372 0.0134 -0.0394
Si -0.0273 -0.0194 -0.0659
Si -0.0014 0.0022 -0.0512
Si 0.0551 0.0167 -0.0092
Si -0.1671 0.0978 0.5738
Si 0.0008 -0.0016 0.0238
Si 0.0172 -0.0608 -0.0968
Si -0.0634 -0.0401 0.0231
Si -0.0572 -0.0132 0.0047
Si -0.0022 0.0188 -0.0628
Si -0.0004 0.0613 -0.0025
Si 0.0819 -0.0338 0.1874
Si -0.0068 -0.022 0.0255
Si -0.0335 0.0116 0.0287
Si -0.0027 -0.0371 0.0192
Si 0.0139 0.0328 -0.0282
Si -0.0036 0.0145 0.0052
Si -0.0034 0.0101 0.0031
Si -0.056 0.0055 -0.0422
Si -0.0218 -0.0197 -0.0274
Si -0.0007 -0.0383 -0.0121
Si 0.0279 -0.0237 0.0092
Si -0.0191 0.0431 0.017
Si -0.0037 0.0182 -0.0064
Si 0.01 0.016 -0.0437
Si -0.0126 0.0142 -0.0834
Si 0.0156 -0.0179 -0.0109
Si 0.0056 -0.0003 -0.045
Si -0.0035 0.0015 -0.0519
Si 0.0253 -0.008 0.0055
Si 0.0274 0.0016 -0.0184
Si 0.0045 0.0249 -0.0134
Si 0.0255 0.0083 0.0366
Si -0.0084 -0.0029 0.0225
Si 0.0101 -0.0081 0.0099
Si 0.0141 0.0202 -0.0174
Si 0.0064 -0.0011 -0.0574
Si -0.0054 0.0149 -0.0023
Si 0.0243 -0.0134 -0.0136
Si -0.0069 -0.0141 0.009
Si -0.0069 0.0152 0.0331
Si -0.0008 0.0181 -0.0316
Si 0.0026 -0.0241 0.0217
Si -0.0094 -0.013 -0.0373
Si -0.0272 0.0022 0.0243
Si 0.0076 0.0085 0.0139
Si -0.0384 0.0011 0.0271
Si -0.0092 -0.0126 0.037
Si 0.015 -0.0124 0.0243
Si -0.0036 -0.0215 0.0275
Si 0.0165 0.0059 0.0124
Si -0.0077 -0.0025 0.0282
Si -0.0195 0.0042 0.0182
Si -0.0037 0.0244 0.0224
Si -0.0208 0.009 0.0251
Si -0.015 -0.0012 0.0387
Si 0.029 0.0116 0.0162
Si 0.0085 0.0058 0.0336
Si 0.0212 -0.0056 0.024
Si 0.0128 -0.0157 0.0343
Si -0.0054 -0.0084 -0.031
Si -0.0152 -0.0058 -0.0245
Si -0.0029 0.0024 -0.0265
Si 0.017 0.0104 -0.0284
Si -0.0061 -0.0015 -0.032
Si 0.0161 0.0014 -0.0268
Si 0.0052 -0.0052 -0.0188
Si 0.0012 0.0041 -0.0214
Si -0.0128 0.0034 -0.0228
Si 0.0064 0.008 -0.0189
Si -0.0049 -0.01 -0.0255
Si 0.002 -0.0021 -0.0162
Si 0.0032 0.0119 -0.0323
Si 0.0125 0.0056 -0.0348
Si 0.0103 -0.0124 -0.0197
Si 0.0089 0.0116 -0.018
Si 0.0097 -0.014 0.0369
Si -0.0143 0.0009 -0.0181
Si -0.0272 -0.0245 -0.0212
Si 0.0155 0.0106 0.0161
Si -0.0177 -0.0364 -0.0196
Si -0.0101 0.0356 0.0665
Si -0.0129 0.0334 0.0155
Si -0.0016 -0.0094 0.0025
Si -0.0029 -0.0144 0.0577
Si 0.0331 0.0088 -0.0132
Si 0.0085 0.0076 0.0041
Si 0.001 -0.0115 0.0199
Si 0.0001 -0.0073 -0.0047
Si 0.0203 0.0098 0.0517
Si -0.0076 -0.0041 -0.0035
Si -0.0125 0.0232 -0.0115
Si -0.0334 -0.0122 0.0161
Si 0.0054 -0.0612 0.0042
Si 0.0355 0.0451 -0.0209
Si -0.0365 0.0476 0.0176
Si 0.0089 -0.0169 -0.007
Si -0.0018 0.0029 0.0325
Si -0.0049 -0.0214 0.0014
Si 0.0069 -0.0447 -0.0259
Si -0.0153 0.0099 -0.0107
Si -0.003 -0.0356 0.038
Si 0.0007 0.018 -0.0177
Si 0.0058 0.0298 -0.0181
Si -0.0094 -0.0413 -0.0209
Si -0.0225 0.0508 0.02
Si 0.0257 -0.0132 0.0136
Si 0.0035 -0.0174 -0.0066
Si 0.0051 -0.033 0.0406
Si 0.0245 -0.0507 0.0578
Si -0.2137 -0.0893 -0.7421
Si 0.0613 0.0093 0.049
Si -0.0268 -0.0539 0.0593
Si -0.0145 0.0257 -0.0169
Si 0.0258 0.039 0.0543
Si -0.021 0.0031 0.032
Si -0.2522 0.1742 -0.4577
Si 0.0157 0.0112 0
Si 0.0197 -0.0041 -0.0061
Si -0.0197 -0.0272 0.0532
Si -0.0012 -0.031 0.067
Si 0.0165 0.0007 -0.0101
Si 0.0334 0.0315 0.0002
Si 0.0152 0.0244 0.0423
Si -0.2772 0.0167 -0.5534
Si 0.0078 0.01 -0.0107
Si 0.0245 0.0386 0.0687
Si -0.403 -0.1726 -0.556
Si 0.088 0.0477 0.0524
Si -0.0811 -0.0703 -0.0191
Si 0.2851 0.0825 -0.6846
Si -0.3373 -0.0196 -0.7415
Si -0.0159 -0.0365 -0.001
Si 0.2074 -0.1865 -0.547
Si 0.1596 0.1555 -0.6146
Si 0.3129 -0.0865 -0.7667
Si 0.105 0.0276 -0.0073
Si -0.0465 -0.0114 -0.0081
Si 0.04 0.0002 0.0378
Si -0.2472 0.0531 -0.7635
Si 0.192 0.0134 -0.6534
Si -0.2582 -0.2365 -0.546
Si -0.0469 0.187 -0.6292
Si 0.1899 -0.0697 -0.212
Si -0.0921 0.049 -0.1204
Si 0.4669 -0.0828 -0.4788
Si 0.063 -0.1797 -0.0943
Si -0.0269 -0.0063 -0.0039
Si 0.2358 -0.2097 -0.7066
Si -0.1997 0.3542 -0.5429
Si 0.0443 -0.0315 -0.0644
Si 0.0602 -0.0713 -0.0572
Si -0.0748 -0.0559 -0.0856
Si 0.0372 0.0918 -0.0734
Si -0.0844 -0.0167 -0.0468
Si -0.0727 0.0283 -0.0391
Si -0.0287 -0.0201 -0.1961
Si 0.0449 0.002 -0.0584
Si -0.0134 -0.145 -0.0245
Si -0.0131 -0.1034 -0.0619
Si -0.1306 0.6399 0.0906
Si 0.052 -0.0118 -0.0279
Si 0.0046 -0.033 -0.0486
Si -0.0475 -0.1376 0.2533
Si -0.1187 0.0198 0.0816
Si -0.011 -0.0018 0.0149
Si -0.1191 0.1779 0.0868
Si 0.0043 0.0019 -0.0738
Si -0.7392 -0.0549 -0.3126
Si -0.0452 0.0488 -0.0079
Si 0.041 0.0055 -0.0117
Si 0.1242 -0.5741 -0.1034
Si 0.112 -0.0054 -0.0007
Si 0.044 0.044 -0.0219
Si 0.0167 -0.0392 -0.0082
Si 0.0182 -0.0521 -0.0389
Si 0.0402 0.0138 -0.1665
Si 0.0526 -0.0077 -0.0528
Si -0.0856 0.0562 -0.0531
Si -0.0003 0.0191 -0.0954
Si 0.0499 0.0178 0.0116
Si 0.6297 0.0242 0.0754
Si -0.0239 0.1019 0.0088
Si 0.0434 0.0822 0.1218
Si -0.0033 -0.1006 -0.0346
Si -0.0706 0.0917 0.0988
Si 0.0845 0.0454 -0.13
Si 0.2514 -0.0211 0.7098
Si -0.0687 -0.0521 0.0047
Si 0.0074 -0.0297 -0.1446
Si 0.0206 0.0674 0.0207
Si -0.0235 0.006 0.0962
Si -0.0258 -0.0883 -0.0038
Si -0.0325 -0.0688 0.0258
Si -0.0263 0.0845 -0.0716
Si -0.1248 0.0027 -0.0399
Si 0.0543 -0.0284 -0.035
Si 0.004 0.0916 0.074
Si 0.0813 -0.1255 0.0892
Si 0.0022 -0.0152 0.1237
Si 0.3938 -0.3223 0.525
Si -0.0792 0.1451 0.0568
Si -0.422 -0.4684 0.0204
Si -0.0015 -0.0356 0.0644
Si 0 0.001 -0.0161
Si -0.0101 0.0136 -0.0078
Si 0.0021 -0.0041 -0.0105
Si 0.0096 -0.0023 -0.0084
Si 0.0084 -0.0063 -0.015
Si -0.01 0.016 -0.0153
Si -0.0097 0.0123 -0.0107
Si -0.0199 -0.0003 -0.0126
Si 0.0064 -0.0067 -0.0159
Si 0.0044 -0.0027 -0.0096
Si 0.0137 0.0001 -0.0063
Si 0.02 0.004 -0.0115
Si -0.0157 0.0048 -0.015
Si -0.0089 0.0002 -0.0165
Si -0.0182 -0.0105 -0.0162
Si -0.0309 0.0007 -0.0171
Si 0.0152 -0.0009 -0.0139
Si 0.007 -0.0057 -0.0121
Si 0.0166 0.0069 -0.0041
Si 0.0241 0.0005 -0.0067
Si 0.0211 -0.0061 -0.011
Si 0.0124 0.0087 -0.0129
Si -0.0099 -0.0071 -0.0135
Si -0.0121 0.0097 -0.0031
Si -0.0072 -0.0135 -0.0154
Si -0.0079 -0.0024 -0.0208
Si 0.0338 -0.0033 -0.0119
Si 0.0224 0.006 -0.0079
Si -0.0063 -0.013 -0.0132
Si -0.0032 0.0018 -0.0181
Si -0.0165 -0.0037 -0.0049
Si -0.0241 -0.0017 -0.007
Si -0.002 0.0152 0.0031
Si -0.0011 0.0087 0.0021
Si 0.001 0.0254 0.0117
Si 0.0082 -0.0053 0.0134
Si -0.0034 0.0156 0.0157
Si -0.0006 0.0032 0.0246
Si -0.0036 -0.0024 0.0218
Si -0.0069 0.0028 0.0068
Si 0.0062 -0.0064 0.0122
Si 0.0065 -0.0115 0.0139
Si -0.0002 0.0006 0.0159
Si -0.0017 -0.0094 0.0137
Si 0.0029 0.0075 0.0209
Si -0.0033 -0.0051 0.0202
Si 0.0064 -0.0183 0.017
Si 0.0124 -0.0035 0.0122
Si -0.0077 -0.0051 0.005
Si -0.0044 0.0052 0.0005
Si -0.007 0.0128 0.0206
Si -0.0033 -0.013 0.0173
Si -0.0054 0.0138 0.026
Si -0.0049 -0.0153 0.0228
Si 0.0004 -0.0076 0.01
Si -0.002 0.0193 0.0188
Si 0.0015 -0.0082 0.0104
Si 0.0058 -0.0018 0.008
Si 0.002 0.017 0.0189
Si -0.0036 -0.0149 0.0156
Si 0.0042 0.0083 0.0253
Si 0.0088 -0.0064 0.0248
Si -0.0001 -0.0082 0.016
Si -0.0019 0.0018 0.0146
Si 0.008 -0.0021 -0.0189
Si -0.0083 0.0063 -0.0186
Si -0.0033 -0.0006 -0.0021
Si 0.0055 -0.0123 -0.0194
Si 0.0053 0.0017 -0.0116
Si -0.0005 -0.001 -0.0103
Si 0.0054 -0.0045 -0.0152
Si 0.0181 0.0101 -0.0149
Si -0.0089 0.003 -0.0152
Si 0.0037 0.0062 -0.0191
Si 0.0056 0.0064 -0.0137
Si -0.0115 -0.0016 -0.0186
Si -0.0071 0.0008 -0.0082
Si 0.0039 -0.0077 -0.0121
Si -0.0143 0.0026 -0.02
Si -0.0199 0.0126 -0.0151
Si 0.0106 -0.0023 -0.0218
Si 0.0034 0.01 -0.0202
Si 0.0053 0.0019 -0.0111
Si 0.0136 -0.0095 -0.0206
Si 0.0136 -0.0109 -0.0102
Si 0.0001 -0.008 -0.0163
Si 0.0073 0.0045 -0.0205
Si 0.0096 0.0058 -0.0086
Si -0.0133 -0.0034 -0.0197
Si -0.0045 0.0106 -0.0223
Si -0.0022 -0.0011 -0.0079
Si -0.0001 -0.0113 -0.0164
Si -0.0118 0 -0.0098
Si -0.0012 -0.0073 -0.0087
Si -0.0045 -0.0014 -0.0144
Si -0.0032 0.0069 -0.0101
Si 0.0029 0.0079 0.0085
Si 0.0009 0.006 0.0126
Si -0.0043 0.0009 0.0097
Si -0.0033 0.0043 0.009
Si -0.0002 0.0077 0.0112
Si 0.0054 0.0046 0.0108
Si 0.0041 0.01 0.0111
Si -0.002 0.0081 0.0079
Si 0.0064 -0.0056 0.0163
Si -0.0085 -0.0069 0.0144
Si -0.0115 0.0058 0.0164
Si 0 -0.0011 0.0181
Si 0.0005 -0.008 0.0144
Si 0.0042 -0.0038 0.0163
Si 0.0032 -0.0053 0.0187
Si 0.0021 -0.0038 0.0149
Si -0.0026 0.0003 0.0102
Si -0.0016 -0.0016 0.0185
Si 0.0028 -0.0062 0.0132
Si 0.0041 -0.0064 0.0089
Si 0.0044 0.0018 0.0124
Si -0.0006 -0.0013 0.0151
Si -0.0025 0.0027 0.0158
Si 0.0019 0.0028 0.0149
Si -0.0073 -0.0026 0.0186
Si 0.0026 -0.0062 0.0185
Si 0.0024 0.002 0.0188
Si -0.0064 0.0018 0.0143
Si 0.003 -0.0028 0.0118
Si 0.0037 -0.0033 0.0123
Si -0.0025 0.0031 0.0146
Si -0.0031 0.0003 0.0119
Si 0.0008 0.0031 -0.0115
Si -0.0034 0.0005 -0.0084
Si 0.0062 0.0022 -0.0109
Si 0.0079 -0.0065 -0.0096
Si 0.0098 0.0058 -0.0165
Si 0.0003 -0.0006 -0.0152
Si -0.0123 0.0033 -0.012
Si -0.007 0.0001 -0.0165
Si -0.0044 0.0049 -0.0168
Si -0.0001 -0.0028 -0.0168
Si 0.0143 0.0041 -0.0189
Si 0.014 0.0039 -0.0156
Si -0.0035 0.0042 -0.0151
Si -0.0032 -0.0009 -0.0139
Si -0.0075 0.0011 -0.0147
Si -0.0134 0.0008 -0.015
Si -0.0029 0.0029 -0.0131
Si 0.0008 0.0006 -0.0133
Si 0.0065 0.0033 -0.0132
Si 0.002 -0.0015 -0.0136
Si 0.0024 -0.0016 -0.0161
Si -0.0007 -0.0054 -0.0175
Si -0.0043 0.0011 -0.0168
Si 0 0.0007 -0.0138
Si 0.0039 -0.0029 -0.0117
Si 0.0017 -0.0098 -0.0136
Si 0.0048 0.0027 -0.0149
Si 0.0071 0.0008 -0.0105
Si -0.0041 -0.0036 -0.01
Si -0.0032 -0.0076 -0.0129
Si -0.0067 -0.0002 -0.0121
Si -0.0026 -0.0016 -0.0113
Si 0.0026 -0.0064 0.0173
Si 0.0128 0.0109 0.0198
Si -0.0049 0.0103 0.0109
Si 0.007 -0.0033 0.01
Si 0.0042 0.0014 0.0095
Si 0.0036 0.0006 0.0061
Si 0.0016 -0.0084 0.0223
Si 0.0002 0.0137 0.0208
Si -0.0012 -0.0095 0.0206
Si -0.0048 0.0035 0.0225
Si -0.0068 0.0058 0.0166
Si -0.0037 -0.0062 0.0175
Si -0.0084 0 0.0111
Si -0.0005 -0.0085 0.0164
Si -0.0082 -0.0103 0.0226
Si 0 0.0068 0.0187
Si 0.0079 -0.0079 0.017
Si 0.0116 0.0054 0.018
Si -0.0017 0.0037 0.0174
Si 0.0071 -0.0073 0.0079
Si 0 0.0018 0.0059
Si 0.0012 -0.0031 0.0147
Si -0.0033 -0.0102 0.0191
Si 0.0002 0.011 0.0199
Si -0.0065 -0.0034 0.0187
Si -0.0002 0.0092 0.0177
Si 0.0034 0.0044 0.0166
Si -0.0033 -0.0083 0.013
Si -0.0035 0.0056 0.0034
Si 0.0013 0.0036 0.0091
Si 0.002 -0.0075 0.0122
Si -0.015 0.0103 0.018
Si 0.0029 0.0004 -0.0001
Si -0.0016 0.0232 -0.0109
Si -0.0057 0.0058 -0.0232
Si 0.002 -0.0144 -0.0144
Si 0.0006 -0.0071 -0.0251
Si -0.002 -0.0256 -0.0175
Si -0.002 0.0076 -0.0033
Si 0.0013 0.033 -0.0178
Si 0.0013 0.0027 -0.0061
Si 0.0002 0.016 -0.0153
Si 0.0039 0.0011 -0.0232
Si -0.0036 -0.0154 -0.021
Si 0.0034 -0.0023 -0.0212
Si 0.0053 -0.0127 -0.0144
Si 0.0005 0.0038 -0.0128
Si 0.0019 0.0165 -0.0171
Si -0.0068 0.0044 -0.0051
Si -0.0017 0.0087 -0.0177
Si -0.0037 0.0031 -0.0194
Si 0.0013 -0.0121 -0.0141
Si -0.0031 -0.0065 -0.0198
Si 0.0008 -0.0124 -0.0193
Si 0.0044 -0.0048 -0.01
Si -0.0013 0.0184 -0.0139
Si -0.0005 -0.0061 -0.0069
Si 0.0033 0.0022 -0.0163
Si 0.0031 0.0074 -0.0158
Si -0.0008 -0.0143 -0.0073
Si -0.0013 0.0003 -0.0273
Si -0.0019 -0.0193 -0.0169
Si 0.0043 -0.0067 -0.0082
Si 0.0043 0.0151 -0.0191
Si 0.0008 0.0005 0.0117
Si 0.0041 0.0112 0.004
Si 0.0132 -0.0065 0.0055
Si 0.0067 0 0.0061
Si 0.0192 0.0165 0.0162
Si 0.0064 -0.0123 0.0093
Si -0.0256 0.0115 0.0207
Si -0.0022 0.0032 0.0114
Si -0.019 0.0024 0.0187
Si -0.0049 -0.0016 0.0111
Si 0.0325 -0.0048 0.0169
Si -0.0001 0.0036 0.0134
Si 0.0125 -0.0161 0.0091
Si -0.0162 0.0034 0.0103
Si -0.024 -0.0096 0.007
Si -0.0097 0.0043 0.0066
Si -0.0111 -0.0005 0.0134
Si 0.0011 -0.0032 0.008
Si 0.0073 0.0025 0.0124
Si -0.0011 -0.008 0.01
Si 0.0205 -0.0146 0.0158
Si -0.0004 -0.0015 0.0162
Si -0.0148 0.0092 0.0183
Si 0.0022 0.0025 0.0072
Si -0.0077 -0.0041 0.0127
Si 0.005 -0.0065 0.0114
Si 0.02 0.0032 0.0129
Si -0.0067 0.0022 0.0087
Si 0.0027 -0.0022 0.017
Si -0.0018 -0.0012 0.0081
Si -0.0139 -0.0057 0.0116
Si 0.0001 0.0023 0.0103
O 0.0663 0.1503 -0.3567
O 0.1888 -0.0891 -0.1156
O 0.0122 -0.0011 -0.1073
O 0.0255 -0.2173 -0.2953
O 0.5984 0.1427 -0.17
O 0.2967 -0.4568 -0.3048
O 0.0256 -0.0565 -0.2389
O 0.1132 0.2621 -0.2986
O 0.2053 0.1703 -0.4749
O 0.2776 -0.267 -0.0846
O -0.2341 -0.0241 -0.2832
O -0.2755 0.0553 -0.0075
O 0.0312 0.0182 -0.2365
O -0.3428 -0.2518 -0.2734
O 0.0896 0.1589 -0.5861
O -0.5051 -0.1384 -0.0078
O -0.0777 0.1892 0.2449
O -0.0379 -0.2114 0.2815
O -0.1065 -0.075 -0.3393
O -0.2427 0.4037 -0.0321
O 0.2377 -0.0122 0.0958
O -0.4191 -0.2305 0.1097
O -0.259 0.2285 0.4438
O 0.2774 0.1461 0.073
O 0.0089 0.1014 0.5773
O -0.5238 -0.0275 0.098
O 0.379 0.3321 0.0986
O 0.3608 -0.1946 0.1426
O 0.0687 0.6208 0.3676
O -0.0316 0.0503 0.5529
O 0.0122 -0.3547 0.2627
O -0.0637 0.0985 0.2518
O 0.1669 0.452 0.1908
O 0.1294 0.5772 -0.2027
O -0.0643 0.1863 0.146
O -0.0598 0.3672 0.7815
O 0.0264 -0.363 0.2976
O 0.0919 -0.5527 -0.245
O 0.3207 -0.3284 -0.2992
O 0.2242 -0.3778 -0.2411
O -0.0355 0.6015 -0.1659
O -0.446 -0.1937 -0.2555
O 0.0552 -0.1178 0.4382
O -0.2511 0.1394 0.3659
O -0.3699 0.4879 0.3216
O -0.1021 -0.4605 -0.6209
O 0.3774 -0.1199 -0.1502
O -0.2358 -0.1099 -0.1256
O -0.196 -0.4585 -0.1149
O 0.3334 0.1142 -0.2065
O -0.5611 -0.478 -0.1554
O -0.055 0.0062 0.3599
O 0.2367 0.0288 -0.0045
O 0.2198 0.0322 0.0059
O -0.0957 -0.1325 -0.3737
O -0.1801 0.1203 0.1461
O -0.3714 -0.3234 -0.0214
O 0.3774 0.0451 0.1818
O 0.1225 -0.0244 0.4184
O -0.6446 0.0585 0.3942
O -0.3087 0.0126 0.4933
O -0.0918 -0.5333 -0.2087
O 0.3735 0.3584 0.0411
O 0.4693 -0.5128 0.1118
O 0.2384 0.05 0.5159
O 0.266 -0.0486 -0.2736
O 0.1594 -0.2331 -0.3144
O -0.5381 0.3641 0.4156
O 0.2989 0.3427 -0.045
O 0.0953 -0.48 -0.0749
O -0.2568 0.0508 -0.3297
O -0.5637 0.1232 -0.1436
O 0.4398 -0.0895 0.1711
O -0.2475 -0.1282 0.4979
O -0.4537 0.1519 0.0095
O -0.5101 -0.0496 -0.1
O 0.1153 -0.4737 0.1462
O -0.1029 0.0201 -0.6514
O -0.1523 -0.6578 0.1223
O 0.1897 -0.3471 0.1403
O 0.0803 -0.043 -0.0467
O 0.1202 0.2078 0.563
O -0.0251 0.4096 0.0872
O -0.3838 0.5073 0.2391
O -0.6611 -0.1104 -0.2119
O -0.0804 -0.5636 -0.2501
O 0.723 -0.0899 -0.111
O -0.0069 0.102 -0.1186
O 0.1532 -0.5398 0.2667
O -0.1125 -0.3235 0.0258
O 0.4084 0.6014 0.0818
O -0.1854 0.275 -0.3102
O 0.5471 0.3695 -0.434
O 0.089 0.0084 -0.0822
O 0.2335 -0.1818 -0.3002
O -0.2387 -0.0841 0.0144
O -0.1108 0.2303 -0.0244
O 0.3231 0.2641 0.1053
O -0.1756 0.0399 0.3131
O -0.0843 -0.1601 -0.1952
O 0.6053 0.2832 -0.2451
O 0.2956 -0.0453 -0.233
O -0.1156 0.0167 0.4173
O -0.0042 0.5897 -0.0834
O -0.0373 0.1064 -0.1356
O -0.1443 -0.3193 0.2497
O -0.0278 -0.4595 -0.0174
O 0.0589 -0.0369 -0.0493
O -0.1906 -0.1401 0.3238
O -0.2989 0.27 -0.243
O 0.2336 0.0856 0.2189
O -0.3113 -0.0714 -0.3656
O 0.5035 -0.4453 -0.0797
O -0.0945 0.0288 0.1864
O 0.054 0.385 -0.1643
O 0.2831 0.2299 0.1846
O 0.275 0.0993 0.337
O 0.1066 0.058 0.0794
O -0.403 -0.0835 0.2598
O -0.0929 0.2734 0.4937
O 0.1857 -0.053 -0.0489
O 0.0053 -0.4339 0.1659
O 0.2479 -0.0504 -0.0163
O -0.1176 0.4395 -0.2192
O -0.037 -0.1497 0.5642
O -0.2511 -0.0947 -0.4602
O 0.5365 -0.2455 -0.0673
O 0.1439 -0.5996 0.3183
O 0.3798 -0.4066 0.2697
O 0.1324 0.3991 -0.1365
O -0.3098 -0.401 0.514
O -0.7138 0.1689 0.0874
O 0.2298 0.5377 0.0214
O -0.4267 0.3518 -0.0971
O 0.3861 0.1257 -0.0306
O -0.0022 -0.3062 0.317
O -0.1052 -0.552 -0.2521
O -0.282 0.1917 -0.1655
O -0.2465 -0.6674 0.0456
O 0.4055 -0.3401 -0.5606
O -0.0213 0.1778 -0.4494
O 0.2957 0.4403 -0.088
O -0.1516 0.1101 -0.2171
O 0.1861 0.3771 -0.3595
O 0.5002 0.2694 -0.2723
O -0.3759 0.2703 -0.0562
O -0.1872 0.1115 -0.249
O 0.5197 -0.085 0.0932
O -0.2299 0.0159 0.0529
O -0.3695 0.3934 -0.1533
O -0.1832 -0.4573 -0.5099
O -0.5275 0.1555 -0.3809
O -0.4745 0.3045 -0.1725
O 0.1183 0.1498 0.4268
O 0.3596 0.348 0.0469
O 0.0411 0.2795 0.6085
O -0.3734 0.5242 -0.0269
O 0.062 0.1405 0.295
O 0.0316 -0.0141 0.3492
O -0.0453 0.2176 0.1365
O 0.1111 -0.5659 -0.0142
O 0.0124 0.3257 0.1659
O -0.2694 -0.692 -0.0703
O -0.1835 -0.2478 0.2112
O -0.4282 0.2237 -0.0207
O 0.2976 0.3644 0.1273
O -0.0332 0.6774 -0.0775
O -0.1724 -0.631 0.3626
O -0.06 -0.3219 0.0817
O 0.1055 0.3191 0.186
O -0.0987 0.3732 -0.1059
O -0.3906 -0.3159 -0.0459
O -0.2098 0.6202 0.27
O 0.2635 0.4563 -0.3455
O -0.1419 -0.5937 -0.1114
O 0.0177 0.543 -0.254
O -0.176 0.1923 0.3755
O -0.0001 -0.198 0.283
O 0.0586 0.5546 0.0428
O 0.0734 0.0754 -0.457
O 0.552 0.1318 0.1779
O 0.467 -0.1467 0.2045
O 0.0396 -0.3632 0.1245
O -0.071 -0.2167 -0.3506
O -0.1765 0.3575 0.3346
O 0.1196 -0.5313 -0.1558
O -0.2678 -0.33 -0.4148
O 0.4776 -0.2843 -0.104
O 0.3896 0.1996 0.6049
O -0.4073 0.1194 -0.0338
O -0.2183 0.0325 -0.3077
O -0.0858 0.332 -0.1742
O 0.4366 0.2891 -0.34
O 0.0523 0.2559 0.0498
O 0.2914 -0.0782 -0.0014
O -0.2328 -0.1596 0.0405
O -0.2155 -0.5587 -0.3253
O -0.4458 0.022 0.1712
O 0.251 0.3526 -0.2056
O 0.1193 -0.5395 -0.0268
O 0.6573 -0.0732 -0.3295
O 0.1592 0.178 -0.1503
O 0.4353 0.5208 -0.0056
O -0.2313 -0.0982 0.4509
O -0.1658 0.6333 0.1099
O 0.0065 0.4981 0.2129
O -0.0571 0.0347 0.1753
O 0.3582 -0.2337 -0.1762
O 0.5489 0.2121 -0.0803
O -0.258 0.3108 -0.3125
O -0.4339 0.0615 -0.0295
O -0.3234 -0.3894 -0.3872
O -0.1755 0.5775 0.171
O -0.3491 -0.1328 0.0732
O 0.3663 -0.3451 0.3518
O -0.1023 -0.1673 0.1002
O 0.0765 0.3758 0.0008
O 0.2433 0.1751 0.0332
O -0.3595 -0.0842 -0.174
O 0.5739 -0.1543 0.0094
O 0.2382 0.4171 0.1592
O 0.3984 -0.0073 0.0519
O -0.318 -0.3139 -0.515
O 0.2431 0.4021 -0.092
O 0.3408 0.5402 0.3552
O -0.5185 0.0739 -0.1628
O -0.0824 -0.2868 -0.0753
O -0.421 0.1394 -0.4173
O 0.3113 -0.3083 0.2107
O -0.1252 0.4379 -0.518
O -0.4433 0.2545 0.2175
O 0.3134 0.1935 -0.4782
O -0.0381 -0.2615 -0.5244
O -0.3765 0.2169 0.4339
O 0.3879 -0.2744 -0.0718
O -0.4293 -0.3239 0.1356
O 0.1033 -0.5259 -0.0774
O 0.041 0.1424 -0.1962
O -0.2711 0.0814 0.0247
O -0.6053 -0.1651 -0.1373
O -0.0246 0.0043 -0.6589
O 0.1371 0.4067 -0.1881
O -0.4406 0.3489 0.0941
O 0.2164 -0.2173 0.2652
O 0.2195 -0.1757 -0.0485
O -0.0818 -0.1548 0.0056
O -0.1788 -0.4239 0.0448
O 0.1341 -0.3387 -0.3363
O 0.256 0.0924 -0.6008
O 0.2855 -0.1798 -0.1215
O 0.3573 0.3391 0.2378
O 0.0036 0.0399 -0.2337
O -0.1487 0.2212 0.0701
O 0.0105 -0.2834 -0.4137
O -0.2072 0.2936 -0.5412
O 0.0379 -0.0673 0.4701
O -0.258 -0.6535 -0.0113
O -0.4229 0.3192 0.1093
O -0.0836 -0.6218 -0.1365
O -0.245 0.4724 -0.0127
O -0.2293 -0.2712 0.4594
O -0.1263 0.1779 0.3407
O 0.1952 0.0174 0.2826
O 0.0685 0.0544 0.3376
O -0.3211 -0.1474 0.1075
O 0.2468 -0.3169 0.0004
O -0.2981 0.5203 -0.6788
O 0.4788 -0.1372 0.3169
O -0.1726 0.4197 0.0386
O 0.6191 -0.0438 -0.0092
O 0.1326 0.5877 -0.5706
O 0.4077 -0.2511 -0.0824
O 0.0449 -0.5721 0.1082
O 0.4192 -0.4825 -0.0546
O -0.1642 0.1494 -0.085
O 0.4304 0.241 0.4017
O 0.2203 0.4311 -0.1395
O -0.1174 0.0091 0.6439
O -0.268 0.1737 0.5372
O -0.0714 -0.3994 0.2054
O -0.0238 0.1283 0.3802
O -0.1064 -0.0043 0.3155
O 0.037 0.0906 -0.3145
O 0.4738 0.1961 -0.3037
O 0.4561 0.1756 0.3823
O 0.1882 -0.3952 -0.1627
O -0.4479 0.5155 0.0122
O 0.0378 -0.5241 0.3528
O 0.1974 -0.0336 0.2929
O 0.6597 -0.0995 -0.1406
O -0.2399 0.0764 -0.1166
O 0.1213 0.2759 -0.2196
O 0.2439 -0.4794 0.0201
O -0.1027 0.3837 -0.3355
O -0.0075 0.464 0.0429
O -0.1745 -0.104 -0.399
O 0.1457 -0.0691 -0.3489
O 0.5309 0.0437 -0.0335
O 0.2527 -0.3823 0.3106
O -0.1767 0.3818 -0.0346
O -0.0465 -0.3872 -0.0379
O -0.3549 0.1681 -0.3444
O -0.075 -0.7192 -0.0294
O -0.0737 -0.0941 -0.1506
O 0.0379 -0.5087 -0.1454
O 0.5291 -0.0262 0.4601
O 0.2865 0.2869 0.2921
O 0.1439 0.4064 -0.1233
O 0.3567 -0.298 -0.223
O -0.4466 0.0823 0.0255
O -0.4709 -0.194 0.3133
O 0.1144 0.1019 -0.0471
O 0.0707 0.3626 -0.5835
O -0.0853 -0.0534 -0.2726
O -0.5995 0.2336 -0.0016
O -0.4947 -0.146 0.434
O -0.0835 -0.5687 0.0615
O -0.1712 -0.1287 -0.4383
O -0.509 -0.3027 -0.0956
O -0.6244 -0.0215 0.2653
O -0.6346 0.1862 -0.0741
O -0.0684 -0.0938 -0.5227
O 0.2881 -0.5266 -0.1515
O -0.4376 0.5332 -0.2796
O 0.2418 0.1093 0.179
O 0.1675 -0.055 0.3321
